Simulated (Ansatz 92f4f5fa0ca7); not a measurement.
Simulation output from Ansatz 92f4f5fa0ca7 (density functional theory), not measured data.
Periodic cell of 208 atoms, Si124O76B8, from a study of silicon, its oxide and their interface. The atomic structure is a simulated model.
Doubt: the cutoff is far below the 930 eV that the study's wrapper takes by default for these files, so forces and energies are approximate.

Settings: functional PBE; potential files Ansatz PAW; basis plane waves; wave-function cutoff 580 eV; density cutoff ratio 5; exchange-correlation grid ratio 1; k mesh 1 x 1 x 1, Gamma-centred; self-consistency stop 5e-08 eV per atom in the density residual; occupations fixed; spin none; net charge 0.

Cell vectors (angstrom)
a 10.938 0 0
b 0 10.938 0
c 0 0 31.3962

Atoms: element, x, y, z (angstrom)
B 10.221 0.7996 24.7933
Si 6.1285 10.6169 24.2002
B 1.845 3.3677 24.8318
B 9.063 2.0523 24.8291
B 0.7066 4.6387 24.7612
Si 4.6661 5.6053 23.9043
Si 3.2773 7.6892 24.0615
Si 7.7217 8.7255 24.1021
Si 1.2116 1.4504 25.2238
Si 7.1247 1.4731 25.3651
Si 3.7783 3.9792 25.3431
Si 9.7173 3.9695 25.2297
Si 1.3373 6.6414 25.1297
Si 6.721 6.7245 25.0734
Si 4.2013 9.5678 25.2691
Si 9.5953 9.7657 25.2175
Si 2.6959 0.0324 26.5239
Si 8.2301 -0.0366 26.7338
Si 0.0103 2.7232 26.7356
Si 5.4641 2.7407 26.5597
Si 2.6965 5.5294 26.6953
Si 8.2302 5.4242 26.4799
Si 0.009 8.1956 26.4986
Si 5.5124 8.1439 26.6334
Si 4.1018 1.3673 27.9779
Si 9.5708 1.3673 27.9779
Si 1.3673 4.1018 27.9779
Si 6.8362 4.1018 27.9779
Si 4.1018 6.8362 27.9779
Si 9.5708 6.8362 27.9779
Si 1.3673 9.5708 27.9779
Si 6.8362 9.5708 27.9779
Si 0 0 29.3452
Si 5.469 0 29.3452
Si 2.7345 2.7345 29.3452
Si 8.2035 2.7345 29.3452
Si 0 5.469 29.3452
Si 5.469 5.469 29.3452
Si 2.7345 8.2035 29.3452
Si 8.2035 8.2035 29.3452
Si 1.3673 1.3673 30.7124
Si 6.8362 1.3673 30.7124
Si 4.1018 4.1018 30.7124
Si 9.5708 4.1018 30.7124
Si 1.3673 6.8362 30.7124
Si 6.8362 6.8362 30.7124
Si 4.1018 9.5708 30.7124
Si 9.5708 9.5708 30.7124
Si 2.7345 0 0.6835
Si 8.2035 0 0.6835
Si 0 2.7345 0.6835
Si 5.469 2.7345 0.6835
Si 2.7345 5.469 0.6835
Si 8.2035 5.469 0.6835
Si 0 8.2035 0.6835
Si 5.469 8.2035 0.6835
Si 4.1018 1.3673 2.0507
Si 9.5708 1.3673 2.0507
Si 1.3673 4.1018 2.0507
Si 6.8362 4.1018 2.0507
Si 4.1018 6.8362 2.0507
Si 9.5708 6.8362 2.0507
Si 1.3673 9.5708 2.0507
Si 6.8362 9.5708 2.0507
Si 0 0 3.418
Si 5.469 0 3.418
Si 2.7345 2.7345 3.418
Si 8.2035 2.7345 3.418
Si 0 5.469 3.418
Si 5.469 5.469 3.418
Si 2.7345 8.2035 3.418
Si 8.2035 8.2035 3.418
Si 1.3271 1.3549 4.8805
Si 6.8173 1.3609 4.7151
Si 4.1335 4.1362 4.8657
Si 9.593 4.1018 4.7093
Si 1.3493 6.8383 4.6756
Si 6.8151 6.827 4.8973
Si 4.0705 9.6228 4.6964
Si 9.5754 9.6091 4.9055
Si 2.7301 -0.1049 6.1964
Si 8.1666 0.184 6.2215
Si -0.1327 2.7629 6.2013
Si 5.6322 2.7613 6.1692
Si 2.7551 5.669 6.1066
Si 8.2414 5.3154 6.1772
Si 0.1853 8.2109 6.151
Si 5.2749 8.2526 6.1325
Si 4.4104 1.1264 7.4343
B 8.8092 2.147 6.6459
Si 1.0916 4.5124 7.3577
B 7.6067 3.3781 6.6392
B 3.3494 7.632 6.5995
Si 10.1297 6.3433 7.3301
B 2.1219 8.8383 6.6186
Si 6.2408 10.1076 7.3702
O 3.7179 1.8907 8.7821
O 6.6825 9.3663 8.7886
O 9.5166 6.9463 8.7532
O 1.8954 3.9335 8.7219
O 3.394 8.3944 22.5486
O 4.4406 4.8926 22.3766
O 6.0345 0.2304 22.6411
O 7.9118 8.4881 22.4756
Si 9.5142 -0.138 16.9373
Si 4.6844 3.9481 21.0344
Si 5.5066 -0.1026 17.1012
Si 10.6755 2.2624 15.4482
Si 9.1997 2.3364 12.5988
Si 1.4406 7.8629 11.7072
Si 8.7182 9.6539 14.3063
Si 8.9018 4.3799 16.841
Si 8.8751 6.4329 14.5433
Si 1.7661 5.9974 16.4164
Si 6.8254 0.2163 12.5526
Si 2.4519 2.6014 19.0307
Si 7.7476 10.7356 19.2393
Si 5.157 2.4474 13.8035
Si 0.1943 4.5126 18.7669
Si 0.6168 10.4566 13.3345
Si 3.0028 8.0737 21.0037
Si 5.025 4.6406 11.4884
Si 3.5124 -0.1854 19.4757
Si 4.9109 6.0593 16.7833
Si 5.867 1.0365 21.2556
Si 8.1874 8.0825 20.9392
Si 7.9704 5.2187 12.0587
Si 2.7912 2.0997 15.9284
Si 9.5228 7.3343 10.3232
Si 6.84 9.0653 10.3689
Si 2.2729 10.0087 15.9009
Si 4.7704 8.5585 15.0015
Si 0.5036 8.5019 17.4812
Si 5.591 6.5011 19.7572
Si 6.1912 3.0797 16.3481
Si 0.1896 7.0235 20.3136
Si 0.9958 2.4128 12.0276
Si 0.8529 5.3351 13.5793
Si 2.9954 3.1118 9.621
Si 4.4749 7.6444 11.9169
O 10.2697 5.7819 13.9851
O 4.8842 3.4496 12.5769
O 4.1972 7.1668 20.3309
O 9.0848 5.9984 11.1574
O 3.8709 2.5889 14.8071
O 6.5143 10.491 11.1048
O 1.3367 2.4854 15.3285
O 0.3729 7.8166 18.9185
O 6.9463 7.1578 20.3977
O 9.9321 10.2193 13.3497
O 7.6183 3.4028 17.0554
O 1.027 10.187 14.8806
O 0.1417 7.7634 10.6854
O 7.9996 1.3064 12.3038
O 1.2162 0.9738 12.835
O 0.8831 3.076 19.1299
O 5.6883 1.5584 16.869
O 1.0844 5.0583 17.5336
O 3.0346 0.4937 15.9387
O 4.185 10.4988 18.0146
O 5.5156 2.6149 21.494
O 4.7768 8.4271 13.35
O 5.297 4.4641 16.5765
O 8.9515 0.4426 18.3523
O 1.6895 9.6179 17.377
O 4.4542 6.0226 12.1344
O 3.2007 8.7889 15.3747
O 1.2718 9.2907 12.4429
O 9.5512 4.5723 18.3298
O 2.9777 2.7159 17.4514
O 10.545 1.0335 16.4959
O 6.6801 10.2915 18.0941
O 4.6692 0.2833 20.4934
O 6.4251 2.9246 14.7303
O 10.0506 3.6424 15.9811
O 2.8333 9.414 20.095
O 8.5465 5.7703 16.0255
O 4.1655 4.1445 10.1761
O 8.3752 8.4922 10.6238
O 7.2044 0.9017 20.3149
O 7.3391 9.9114 13.4815
O 8.9307 8.0661 14.6445
O 3.3871 3.4622 20.1054
O 9.8805 1.994 14.0527
O 1.4151 6.5021 12.599
O 8.5885 3.8178 12.5631
O 5.6946 8.0089 10.8814
O 7.7032 6.0767 13.4392
O 10.071 9.2937 17.1858
O 8.275 9.414 20.016
O 0.2874 5.4192 20.1044
O 0.8482 7.3584 16.3639
O 0.9981 3.8493 12.8748
O 8.5137 10.557 15.6653
O 2.156 2.4844 10.8911
O 9.6617 7.3609 20.9365
O 5.6019 4.8957 20.0728
O 3.014 7.9826 11.205
O 10.3922 2.2543 11.4653
O 1.7706 5.3347 14.9333
O 3.2923 6.1937 16.931
O 5.329 7.1179 15.5838
O 5.5079 9.8652 15.7478
O 5.625 6.6431 18.1337
O 6.6173 4.9211 11.1819
O 5.5032 0.958 13.1949
O 2.4158 1.0169 19.4122
O 1.5173 7.3964 21.184

Results
free energy: -123284.698 eV
free energy less fixed offsets of B -154.04, O -568.88, Si -635.61 eV per atom: -1.858 eV

Forces (eV/angstrom), in the order of the atoms: element, x, y, z
B 0.5486 -0.5399 0.2518
Si 0.1218 -0.3962 -0.1963
B 0.422 -0.5774 0.2574
B -0.3962 0.5157 0.2536
B -0.7211 0.5086 0.294
Si -0.1122 0.4126 -0.0865
Si 0.2774 -0.1922 -0.0103
Si -0.2994 0.1815 -0.1289
Si 0.3208 -0.7029 -0.7057
Si 0.0511 0.5463 -0.2144
Si -0.0482 -0.599 -0.0168
Si -0.2928 0.7593 -0.6672
Si -0.4505 -0.0049 -0.1869
Si 0.0154 -0.0033 0.1637
Si -0.0849 -0.0481 0.1214
Si 0.5233 -0.0396 -0.1826
Si 0.0403 -0.0204 0.1426
Si 0.1762 0.1426 0.2052
Si 0.0093 0.0422 0.284
Si -0.0031 0.01 0.1361
Si -0.0553 -0.0788 0.2005
Si -0.0003 -0.0175 0.1398
Si 0.0255 -0.0169 -0.0311
Si -0.033 -0.0264 -0.1068
Si -0.0298 -0.1352 -0.5198
Si -0.0792 -0.3731 1.2384
Si 0.1949 0.4502 1.038
Si -0.0368 0.1851 -0.5911
Si 0.2038 0.2837 0.5944
Si -0.158 0.0582 -0.8599
Si 0.0047 -0.1459 -0.6824
Si -0.1828 -0.6366 0.5972
Si 0.0326 0.1219 0.0473
Si -0.0799 -0.0661 -0.0387
Si 0.0133 0.0326 -0.0246
Si 0.0621 0.0275 -0.0206
Si -0.0144 -0.1284 0.0035
Si 0.0338 0.0689 -0.0017
Si 0.1021 0.0493 -0.0149
Si 0.0084 0.0601 -0.0054
Si 0.0579 -0.0639 -0.043
Si -0.0264 -0.0522 -0.0184
Si -0.0096 -0.043 -0.0262
Si -0.0828 0.0683 0.0121
Si -0.0401 0.0289 -0.0085
Si 0.0166 -0.0099 -0.0343
Si -0.0598 -0.0104 0.0294
Si -0.0525 -0.1226 -0.0257
Si -0.014 0.1325 0.0423
Si 0.0954 0.0042 0.0094
Si 0.0902 -0.0431 0.0015
Si -0.0273 0.0656 0.0338
Si 0.0682 -0.0055 0.0161
Si -0.0354 0.0794 0.0286
Si -0.011 0.0987 0.0241
Si 0.1028 -0.0338 0.0018
Si -0.005 -0.079 0.0179
Si -0.1232 0.0296 0.027
Si -0.0689 -0.0122 0.0175
Si 0.0764 -0.0352 0.0318
Si -0.0487 0.1128 0.0407
Si -0.0272 -0.0731 0.022
Si 0.0585 -0.1574 0.0019
Si -0.0861 -0.0243 0.035
Si -0.0765 0.0275 0.5605
Si 0.0632 0.0955 -0.9023
Si 0.036 0.0457 0.8519
Si 0.0014 -0.0907 -0.5676
Si -0.0391 0.0039 -0.9718
Si 0.1621 0.1136 0.4744
Si -0.0703 0.1599 -0.8374
Si 0.0471 0.0804 0.9284
Si 0.0688 0.0461 -0.0781
Si 0.0695 0.1094 -0.2949
Si -0.1561 -0.1287 -0.1215
Si -0.2294 -0.2471 -0.2364
Si 0.0929 0.0969 -0.3512
Si 0.0759 0.0668 -0.1843
Si -0.28 -0.2258 -0.2435
Si -0.1646 -0.1559 -0.1354
Si -0.4126 -0.2842 0.2345
Si 0.3664 0.2758 0.2454
Si -0.3379 -0.426 0.2166
Si 0.4062 0.4435 0.1752
Si 0.4409 0.3163 0.2907
Si -0.3106 -0.115 0.3023
Si 0.2436 0.3932 0.2273
Si -0.1295 -0.3051 0.3731
Si 0.2974 -0.3487 0.1251
B 0.5427 -0.3765 -0.1249
Si -0.3137 0.3111 0.1405
B -0.4088 0.4181 -0.1749
B 0.4263 -0.4051 -0.1612
Si 0.274 -0.2753 0.2144
B -0.2873 0.5184 -0.1163
Si -0.2816 0.2658 0.212
O -0.0243 0.0188 -0.0478
O 0.0752 -0.0212 -0.0872
O -0.0352 0.0338 -0.0933
O 0.0051 -0.0225 -0.0567
O -0.0551 0.0229 -0.1454
O -0.0398 -0.2023 -0.1976
O -0.0249 0.0956 -0.0777
O 0.0067 0.0016 -0.0346
Si -0.0031 0.0012 -0.0143
Si 0.0763 0.1068 -0.0272
Si 0.0027 -0.0027 0.0059
Si -0.0176 0.0049 -0.0161
Si 0.0296 -0.008 -0.0145
Si -0.0594 -0.0266 -0.0136
Si -0.0095 0.0105 -0.047
Si 0.0099 -0.0041 -0.0168
Si -0.0021 -0.0048 -0.0447
Si -0.0135 -0.0013 0.0126
Si 0.0061 -0.0303 -0.0692
Si -0.0193 0.0038 -0.0995
Si -0.0012 -0.0327 -0.0332
Si -0.0129 -0.0083 0.0011
Si 0.0124 0.0018 -0.0557
Si 0.0144 -0.0184 -0.0325
Si 0.0293 0.0128 -0.0025
Si -0.0431 0.0258 -0.0329
Si 0.026 -0.0354 -0.0217
Si -0.0033 -0.0087 -0.0122
Si -0.0097 -0.0577 -0.0297
Si -0.0156 0.0518 0.0469
Si 0.0728 0.0439 -0.0261
Si -0.0125 0.0034 -0.0012
Si -0.0297 0.0102 -0.011
Si 0.0184 0.031 -0.0313
Si -0.0308 -0.0007 -0.0144
Si 0.0037 0.0011 -0.0315
Si 0.0062 0.0054 -0.0165
Si -0.0154 0.0008 0.0487
Si -0.0057 -0.0046 0.0013
Si 0.0206 0.0495 -0.0474
Si -0.0015 -0.0025 -0.0449
Si -0.0024 -0.0016 -0.047
Si -0.029 0.0139 -0.0103
Si 0.0471 0.0159 -0.0176
O 0.0017 0.004 0.0157
O 0.0186 -0.0168 0.0065
O 0.0106 -0.0196 -0.0116
O -0.021 -0.0234 0.0213
O 0.0027 0.0017 -0.006
O 0.0034 0.0088 0.0161
O 0.0133 0.0019 -0.0022
O 0.0044 0.0045 -0.0039
O -0.0114 -0.029 -0.0273
O 0.0031 0.0045 0.0041
O 0.0121 0.0016 0.0099
O -0.0021 -0.0006 0.0128
O 0.0287 0.0179 0.0219
O -0.0092 0.0066 -0.0085
O 0.0057 -0.0268 0.0211
O -0.0104 -0.0047 0.0464
O -0.0027 -0.0021 -0.0047
O 0.0036 0.0025 0.015
O 0.0073 0.0033 -0.0044
O -0.0065 0.0076 -0.0059
O 0.0105 -0.0079 0.022
O -0.0161 0.0106 0.0307
O -0.0076 0.0083 0.0035
O -0.0061 0.0209 0.0081
O 0.0062 0.0129 0.0101
O -0.0182 -0.0125 0.0141
O -0.0015 -0.0109 0.0016
O -0.0018 0.0503 0.0252
O 0.001 -0.0038 0.0201
O 0.0013 0.0075 -0.0098
O 0.0087 -0.0052 0.0077
O 0.006 0.0072 -0.0066
O -0.0291 0.0264 0.009
O 0.0078 0.0062 -0.0028
O -0.0002 0.0066 0.006
O -0.0201 0.0191 0.0004
O -0.0125 0.0053 0.0087
O 0.0455 0.0493 0.0403
O 0.0175 0.0022 -0.0162
O 0.0134 0.0151 -0.013
O 0.0123 -0.0078 0.0229
O 0.0026 -0.0029 0.0246
O -0.0424 -0.0449 0.0136
O 0.0167 -0.0046 0.0159
O 0.0113 -0.0283 0.0112
O -0.0157 -0.0053 -0.0058
O -0.0449 -0.0533 0.0445
O -0.0111 0.0036 0.0235
O 0.0038 -0.007 0.002
O 0.0116 0.0243 -0.0189
O 0.007 -0.0458 0.0788
O -0.0037 0.0013 -0.008
O -0.0065 0.035 0.0183
O -0.004 0.0003 0.0122
O -0.0394 -0.0152 0.0107
O 0.0371 -0.0263 0.0002
O 0.015 -0.0082 -0.0154
O 0.0248 -0.0166 -0.0358
O -0.0097 -0.0056 0.0098
O 0.0143 0.0023 0.0082
O 0.0054 -0.0013 0.0022
O 0.0065 0.0027 0.0007
O 0.0034 0.0029 0.0013
O 0.0076 0.0049 -0.0092
O -0.014 -0.0065 -0.01
O -0.0203 0.0253 0.0165
O -0.0156 0.0097 0.0471
O -0.0334 -0.0122 -0.0239

The program warned: the cutoff lies below the one the program advises for these potential files; the forces do not sum to zero within the program's tolerance; the exchange-correlation potential is rough where the density is thin.
